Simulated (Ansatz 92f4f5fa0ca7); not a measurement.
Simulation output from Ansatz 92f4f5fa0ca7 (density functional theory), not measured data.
Periodic cell of 210 atoms, Si128O78As4, from a study of silicon, its oxide and their interface. The atomic structure is a simulated model.

Settings
functional: PBE
potential files: Ansatz PAW
basis: plane waves
wave-function cutoff: 700 eV
density cutoff ratio: 5
exchange-correlation grid ratio: 1
k mesh: 2 x 2 x 1, shifted by 0.5 0.5 0.5 of a step
self-consistency stop: 5e-08 eV per atom in the density residual
occupations: fixed
spin: none
net charge: 0

Cell vectors (angstrom)
a, 10.938, 0, 0
b, 0, 10.938, 0
c, 0, 0, 31.2072

Atoms and the computed forces on them: element, x, y, z (angstrom), force x, y, z (eV/angstrom)
Si, 10.4286, 0.5469, 23.7455, -0.0122, 0.0391, -0.0578
Si, 6.079, 10.3363, 23.8605, 0.0431, -0.028, -0.0516
Si, 2.2757, 3.1342, 23.7577, -0.0458, 0.0138, -0.0611
Si, 8.61, 2.3779, 23.7903, 0.0128, -0.0236, -0.0522
Si, 0.6409, 4.999, 23.8379, 0.0423, -0.0132, -0.0619
As, 5.0471, 5.8954, 23.6073, 0.0319, -0.0157, 0.0091
As, 3.1974, 7.7165, 23.6247, -0.0215, 0.0106, 0.0058
Si, 7.7712, 8.5254, 23.8211, -0.0355, 0.0341, -0.0787
Si, 1.299, 1.4079, 25.0524, -0.0062, 0.0038, -0.0144
Si, 6.9102, 1.2926, 25.0508, 0.0027, -0.0082, -0.0186
Si, 4.0762, 4.1358, 25.0004, 0.0113, 0.0564, -0.0093
Si, 9.6721, 4.0953, 25.0163, 0.0355, -0.0017, -0.0067
Si, 1.5237, 6.7701, 25.1223, 0.0577, 0.0452, -0.0236
Si, 6.7447, 6.8345, 25.0992, -0.0619, -0.0456, -0.0174
Si, 4.1745, 9.4648, 25.024, -0.0139, -0.0573, -0.0081
Si, 9.5573, 9.5996, 24.9769, -0.0152, 0.0178, 0.0085
Si, 2.7413, -0.025, 26.3373, 0.0042, -0.0111, 0.0558
Si, 8.2436, -0.0304, 26.4666, 0.0071, 0.0019, -0.0281
Si, 0.0021, 2.7471, 26.4818, -0.0035, -0.008, -0.0291
Si, 5.4851, 2.7209, 26.345, -0.0086, 0.0085, 0.0598
Si, 2.7882, 5.4112, 26.5026, -0.0165, -0.0322, 0.0125
Si, 8.2174, 5.4488, 26.3624, -0.0074, -0.0002, 0.0598
Si, 0.0308, 8.2003, 26.346, -0.0045, 0.0111, 0.0515
Si, 5.4712, 8.199, 26.4981, 0.0286, 0.0272, 0.0204
Si, 4.1018, 1.3673, 27.7889, -0.0284, -0.0399, -0.6339
Si, 9.5708, 1.3673, 27.7889, 0.0712, -0.0327, 0.4144
Si, 1.3673, 4.1018, 27.7889, 0.0248, -0.0802, 0.6201
Si, 6.8362, 4.1018, 27.7889, 0.0563, -0.1169, -0.4763
Si, 4.1018, 6.8362, 27.7889, 0.1135, -0.1247, 0.6051
Si, 9.5708, 6.8362, 27.7889, 0.0326, 0.0776, -0.5787
Si, 1.3673, 9.5708, 27.7889, 0.0583, -0.0075, -0.4778
Si, 6.8362, 9.5708, 27.7889, 0.1424, 0.0598, 0.4534
Si, 0, 0, 29.1562, 0.0063, 0.0918, -0.0107
Si, 5.469, 0, 29.1562, 0.0621, 0.0119, -0.0197
Si, 2.7345, 2.7345, 29.1562, -0.1065, 0.0008, 0.0147
Si, 8.2035, 2.7345, 29.1562, -0.0365, -0.0613, -0.0102
Si, 0, 5.469, 29.1562, 0.0504, -0.0153, -0.0138
Si, 5.469, 5.469, 29.1562, -0.0053, 0.0964, 0.0099
Si, 2.7345, 8.2035, 29.1562, -0.0323, -0.05, -0.016
Si, 8.2035, 8.2035, 29.1562, -0.0121, 0.059, 0.0028
Si, 1.3673, 1.3673, 30.5234, 0.0479, -0.0797, -0.0045
Si, 6.8362, 1.3673, 30.5234, -0.0305, 0.0275, 0.0166
Si, 4.1018, 4.1018, 30.5234, 0.0514, -0.0492, -0.0184
Si, 9.5708, 4.1018, 30.5234, -0.0133, 0.0363, 0.0019
Si, 1.3673, 6.8362, 30.5234, -0.0361, 0.0282, 0.012
Si, 6.8362, 6.8362, 30.5234, 0.0607, -0.0564, -0.0068
Si, 4.1018, 9.5708, 30.5234, -0.0097, 0.0061, 0.0005
Si, 9.5708, 9.5708, 30.5234, 0.0347, -0.0434, -0.0167
Si, 2.7345, 0, 0.6835, -0.0818, 0.0711, 0.0083
Si, 8.2035, 0, 0.6835, 0.0358, -0.023, -0.0039
Si, 0, 2.7345, 0.6835, 0.0461, -0.028, -0.0062
Si, 5.469, 2.7345, 0.6835, -0.0552, 0.0643, 0.0129
Si, 2.7345, 5.469, 0.6835, 0.0309, -0.0303, -0.0101
Si, 8.2035, 5.469, 0.6835, -0.0751, 0.0534, 0.0093
Si, 0, 8.2035, 0.6835, -0.0451, 0.0573, 0.012
Si, 5.469, 8.2035, 0.6835, 0.0396, -0.0375, -0.0096
Si, 4.1018, 1.3673, 2.0507, 0.0371, -0.0874, 0.0213
Si, 9.5708, 1.3673, 2.0507, -0.0441, -0.0321, -0.0129
Si, 1.3673, 4.1018, 2.0507, -0.0384, 0.0389, -0.0245
Si, 6.8362, 4.1018, 2.0507, 0.0835, -0.0193, 0.0259
Si, 4.1018, 6.8362, 2.0507, -0.0351, 0.0319, -0.0208
Si, 9.5708, 6.8362, 2.0507, 0.0861, -0.0248, 0.0313
Si, 1.3673, 9.5708, 2.0507, 0.0545, -0.0367, 0.0359
Si, 6.8362, 9.5708, 2.0507, -0.0546, -0.0217, -0.007
Si, 0, 0, 3.418, -0.1166, 0.1345, 0.2927
Si, 5.469, 0, 3.418, -0.0864, -0.0035, -0.4071
Si, 2.7345, 2.7345, 3.418, -0.0268, 0.1695, 0.6537
Si, 8.2035, 2.7345, 3.418, -0.1454, 0.0055, -0.4719
Si, 0, 5.469, 3.418, 0.073, -0.0886, -0.5795
Si, 5.469, 5.469, 3.418, -0.1237, 0.1116, 0.5653
Si, 2.7345, 8.2035, 3.418, 0.1854, -0.0298, -0.5121
Si, 8.2035, 8.2035, 3.418, -0.2423, 0.0272, 0.5398
Si, 1.3208, 1.3962, 4.8386, -0.0156, 0.0023, -0.0587
Si, 6.7887, 1.4062, 4.7345, -0.0331, -0.0239, -0.0272
Si, 4.0942, 4.1345, 4.8868, 0.0106, 0.0105, -0.0634
Si, 9.5571, 4.1111, 4.7146, 0.0262, 0.0293, -0.0244
Si, 1.39, 6.8152, 4.7054, 0.0228, -0.0026, 0.0306
Si, 6.7902, 6.861, 4.8775, -0.0133, -0.0005, -0.0491
Si, 4.0983, 9.5745, 4.7419, 0.0011, -0.0122, 0.0267
Si, 9.5301, 9.6165, 4.8217, -0.0133, 0.0236, -0.0436
Si, 2.7059, -0.042, 6.1129, 0.0083, -0.0115, 0.0164
Si, 8.1401, 0.138, 6.1517, 0.0423, 0.0489, 0.0096
Si, -0.106, 2.801, 6.175, -0.0532, -0.038, 0.0168
Si, 5.4939, 2.7067, 6.2214, 0.0639, 0.0177, 0.0166
Si, 2.6915, 5.5626, 6.2431, -0.0108, 0.0048, 0.0028
Si, 8.1858, 5.3721, 6.1281, -0.0297, -0.0657, 0.0177
Si, -0.0031, 8.1437, 6.0246, 0.008, -0.0141, 0.025
Si, 5.4125, 8.3129, 6.2697, 0.005, 0.0126, -0.0093
Si, 4.465, 0.8631, 7.3883, 0.0108, -0.0507, 0.0645
As, 9.1069, 1.8363, 7.6106, 0.0113, -0.0274, -0.0123
Si, 0.8069, 4.6463, 7.3801, -0.0315, 0.0405, 0.0637
As, 7.2635, 3.6659, 7.619, -0.0135, 0.0325, 0.001
Si, 3.5458, 7.4445, 7.4906, -0.0367, 0.0317, 0.0592
Si, 10.0273, 6.3389, 7.2407, 0.0552, -0.014, 0.0696
Si, 1.6848, 9.1242, 7.3245, 0.014, -0.0214, 0.0529
Si, 6.304, 10.2525, 7.4071, -0.0351, 0.05, 0.0735
O, 3.9677, 0.8269, 8.9866, -0.003, 0.0209, 0.0013
O, 6.5925, 10.3841, 9.0609, -0.0034, -0.0322, -0.0033
O, 0.8454, 9.6552, 8.6749, 0.02, -0.0122, 0.0043
O, 3.9767, 7.1048, 9.063, 0.0053, 0.0076, -0.0137
O, 9.8023, 6.7181, 8.8342, -0.0148, 0.0082, -0.0036
O, 0.999, 4.5153, 9.0301, 0.0078, -0.0188, 0.0015
O, 7.9645, 3.1594, 22.413, 0.0267, -0.0156, 0.0188
O, 0.135, 11.0688, 22.269, -0.0196, -0.0071, 0.0061
O, 0.5001, 5.6771, 22.3132, -0.0266, -0.0234, -0.0134
O, 2.5735, 2.5265, 22.2179, 0.0126, 0.0093, -0.0002
O, 5.8914, -0.1455, 22.2875, -0.0174, -0.0118, -0.0037
O, 8.1296, 7.8818, 22.3128, 0.0193, 0.013, -0.0073
Si, 10.9916, 9.2163, 13.9723, -0.0049, -0.0045, 0.0015
Si, 5.8961, 8.1356, 16.3948, 0.0037, 0.0015, -0.0002
Si, 9.163, 0.9565, 19.1372, 0.0016, -0.0012, -0.0049
Si, 3.2433, 7.1165, 17.5526, 0.0014, -0.0018, -0.0007
Si, 2.2805, 4.5803, 18.9795, -0.0001, 0.0015, 0.0012
Si, 0.7185, 2.4301, 14.5538, -0.0002, 0.0023, -0.0039
Si, 7.1704, 5.7686, 11.5963, 0.0047, -0.0022, 0.0005
Si, 8.6363, 3.1619, 20.9222, 0.0053, 0.002, -0.0043
Si, 5.5122, 3.3511, 12.013, 0.0017, -0.0033, -0.0014
Si, 1.2544, 3.6883, 10.3988, -0.0058, -0.0015, 0.0039
Si, 2.4606, 0.761, 18.288, -0.0018, -0.0011, -0.0033
Si, 2.9564, 9.3866, 19.7153, 0.0046, -0.0008, 0.0018
Si, 5.9711, 3.5732, 16.1339, 0.0005, -0.0015, 0.0013
Si, 3.1229, 2.2962, 20.7061, 0.0041, -0.0015, -0.0023
Si, 7.2877, 5.9662, 14.6283, 0.0007, 0.0037, -0.0016
Si, 6.1768, 1.2308, 14.2973, 0.0025, -0.0019, 0.0028
Si, 9.9799, 4.8024, 15.6339, -0.001, 0.0008, -0.0002
Si, 8.361, 3.6496, 18.0617, -0.0001, 0.0039, -0.0029
Si, 10.7276, 1.5114, 11.7161, -0.003, 0.007, -0.003
Si, 4.0079, 10.0027, 14.6552, 0.0011, -0.0032, -0.0025
Si, 3.609, 1.5589, 10.389, 0.0039, 0.0027, 0.0027
Si, 6.8168, 9.3894, 10.3244, -0.0023, 0.0038, 0.0019
Si, 5.1288, -0.1703, 20.8672, -0.0029, -0.0028, 0.0011
Si, 0.5535, 9.6147, 10.2646, -0.0013, -0.0012, 0.0009
Si, 2.4758, 10.086, 12.2147, 0.0079, -0.0027, 0.0008
Si, 8.9074, 7.8886, 20.8753, -0.0027, -0.0062, -0.0013
Si, 7.2694, 9.5693, 18.8608, -0.0021, -0.0022, -0.004
Si, 8.4417, 10.6962, 12.8212, -0.0045, -0.0012, 0.0011
Si, 3.062, 5.3998, 12.3916, -0.0027, -0.0016, 0.0043
Si, 10.7579, 5.2911, 20.887, -0.0006, 0.0027, 0.0025
Si, 9.1912, 7.4471, 10.1256, -0.0002, -0.0065, 0.0039
Si, 1.4812, 6.6326, 14.8962, 0.0031, -0.0011, -0.0021
Si, 4.7255, 7.2285, 10.5009, 0.0047, -0.0006, 0.0109
Si, 2.9001, 3.09, 16.5037, 0.0016, -0.0007, -0.0035
Si, 1.1637, 10.6737, 16.0324, -0.0028, -0.0044, 0.0063
Si, 0.1028, 10.3089, 20.832, 0.0008, -0.0015, -0.0084
O, 7.8548, 8.2822, 9.7311, 0.0152, 0.0028, 0.0199
O, 10.0372, 9.0448, 20.9263, -0.0034, 0.0024, -0.0038
O, 8.0899, 4.0504, 19.6433, 0.0097, -0.03, -0.005
O, 4.8209, 7.2522, 17.216, -0.0042, 0.0203, -0.0155
O, 11.021, 9.5452, 15.5816, 0.0162, 0.0118, -0.0206
O, 9.3661, 4.5832, 17.1484, -0.0125, -0.0091, -0.0205
O, 3.1946, 1.6062, 17.1107, -0.0202, 0.0033, 0.003
O, 4.1014, 9.4593, 20.8883, 0.012, 0.0119, -0.0032
O, 0.7489, 1.993, 12.9801, -0.0161, -0.0043, 0.027
O, 8.4859, 1.5869, 20.4953, -0.0039, 0.0128, -0.0189
O, 3.2782, 3.7788, 20.0161, -0.0192, -0.001, -0.0016
O, 0.9446, 5.1809, 19.7023, 0.0076, -0.0081, 0.0074
O, 3.1426, 0.514, 11.5796, -0.0014, -0.0054, -0.0134
O, 2.3748, 7.2369, 16.1537, 0.012, -0.0067, 0.0073
O, 6.0272, 2.2982, 13.1104, -0.0024, -0.0082, 0.0079
O, 8.4591, 10.6015, 18.4788, -0.0007, 0.0032, 0.0132
O, 6.6616, 9.0909, 17.4433, -0.0073, -0.0077, 0.0062
O, 5.0748, 8.9849, 15.2922, -0.0046, 0.0019, 0.0138
O, 6.2134, 10.4754, 19.6991, -0.0026, -0.0135, 0.0103
O, 3.6606, 6.7316, 11.6399, 0.0093, -0.0226, -0.0082
O, 0.6349, 7.684, 13.9362, 0.0068, 0.0003, 0.0046
O, 10.32, 8.5267, 10.673, 0.0108, 0.0064, -0.0271
O, 10.389, 3.4067, 14.88, 0.0203, 0.005, 0.0075
O, 4.7474, 0.483, 14.4355, 0.0049, -0.0159, -0.001
O, 1.9654, 9.1496, 10.9789, -0.0193, 0.0251, 0.003
O, 9.4896, 9.5368, 13.3762, 0.0051, 0.0252, 0.0025
O, 2.6722, 10.2386, 15.5568, -0.0025, -0.0084, -0.007
O, 4.4548, 1.3381, 20.7352, -0.0172, 0.002, 0.0022
O, 6.0386, 6.2614, 10.5285, -0.0168, 0.016, 0.0133
O, 2.0698, 1.5762, 19.6552, 0.0219, -0.0137, -0.004
O, 3.5253, 10.5538, 18.7079, -0.0296, 0.0083, 0.0011
O, 4.9205, 2.4484, 10.789, -0.0195, 0.0042, 0.014
O, 0.5366, 1.1005, 15.4375, 0.0109, 0.0169, -0.0058
O, 2.3748, 2.5589, 10.0932, -0.001, 0.0026, 0.0106
O, 4.3077, 4.334, 12.5553, -0.0015, 0.0022, -0.0221
O, 6.3731, 4.6787, 15.0123, 0.0183, 0.0055, 0.0123
O, 2.7346, 8.1329, 18.7259, 0.0044, 0.0028, -0.0083
O, 8.8639, 5.5684, 14.7258, -0.01, -0.0098, 0.0166
O, 5.3595, 8.7341, 10.7441, 0.0123, -0.0094, -0.0192
O, 6.8954, 4.1552, 11.622, -0.0132, 0.012, 0.0111
O, 6.9305, 6.3959, 13.0946, 0.0111, -0.0218, -0.0041
O, 0.2248, 0.2181, 10.7717, 0.0038, -0.0133, -0.001
O, 6.8433, 3.7824, 17.4858, 0.0039, 0.0075, -0.0243
O, 1.1893, -0.0381, 17.6402, 0.0227, 0.0066, -0.0095
O, 10.1548, 3.7717, 21.0874, -0.0078, 0.0077, -0.0001
O, 6.3968, 2.0675, 15.6728, -0.01, 0.0067, -0.0193
O, 9.258, 1.0908, 12.304, 0.0096, -0.0221, 0.0031
O, 7.8292, 8.2695, 19.6959, 0.0097, 0.0212, 0.0082
O, 1.8782, 3.7332, 17.6231, 0.006, 0.0013, -0.0089
O, 1.8208, 4.7187, 11.5489, 0.0199, -0.0075, -0.0066
O, 4.3661, 3.7809, 16.3637, 0.002, -0.0155, -0.0006
O, 2.154, 3.0842, 15.0417, -0.0152, -0.0061, 0.0212
O, 1.5628, 9.71, 20.4672, -0.0032, 0.0029, -0.0032
O, 7.5035, 10.1193, 11.6111, 0.0026, -0.0026, -0.001
O, 10.595, 0.4289, 19.6813, 0.0092, -0.0213, 0.0198
O, 3.5803, 9.4026, 13.1919, -0.012, 0.0261, 0.0099
O, 10.8029, 2.8775, 10.7971, 0.0208, -0.0036, -0.0131
O, 9.6265, 6.4404, 20.5565, 0.0103, 0.0118, 0.0134
O, 6.9869, 7.2072, 15.6319, -0.0132, -0.0128, -0.007
O, 1.1113, 10.2058, 13.1706, -0.0128, -0.0256, -0.0005
O, 7.4332, 0.2181, 14.027, -0.0064, 0.0128, -0.0188
O, 0.3921, 5.7035, 15.674, -0.0126, -0.0076, -0.0151
O, 9.1069, 2.1731, 18.0367, -0.0133, 0.005, 0.0237
O, 2.4801, 5.8397, 13.8628, -0.0047, 0.0089, -0.01
O, 8.6811, 6.2606, 11.1552, -0.0216, 0.0083, -0.0118
O, 3.2042, 5.7254, 18.3491, -0.0155, -0.0029, 0.0099

Results
free energy: -145172.029 eV
free energy less fixed offsets of As -4857.07, O -569.03, Si -635.61 eV per atom: -1.329 eV

The program warned: the cutoff lies below the one the program advises for these potential files; the forces do not sum to zero within the program's tolerance; the exchange-correlation potential is rough where the density is thin.
